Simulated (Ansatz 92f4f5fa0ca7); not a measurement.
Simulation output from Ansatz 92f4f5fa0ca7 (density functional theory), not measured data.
Periodic cell of 220 atoms, Si132O88, from a study of silicon, its oxide and their interface. The atomic structure is a simulated model.
This geometry differs little from another in the collection (a relaxation step or a small displacement).

Settings
functional: r2SCAN
potential files: Ansatz PAW
basis: plane waves
wave-function cutoff: 800 eV
density cutoff ratio: 5
exchange-correlation grid ratio: 1
k mesh: 1 x 1 x 1, shifted by 0.5 0.5 0 of a step
self-consistency stop: 1e-10 eV per atom in the density residual
occupations: fixed
spin: none
net charge: 0

Cell vectors (angstrom)
a	10.888	0	0
b	0	10.888	0
c	0	0	31.7199

Atoms: element, x, y, z (angstrom)
Si	0.0632	0.4718	-0.2485
Si	3.6632	2.16	0.0196
Si	-0.3224	5.6753	0.0461
Si	2.996	8.0587	0.1877
Si	5.1488	0.2173	0.142
Si	8.4659	2.5235	0.1221
Si	5.0847	5.6664	0.0964
Si	8.3848	7.8981	0.0703
Si	1.6353	1.4813	1.1297
Si	4.1514	4.0009	1.4449
Si	1.3337	6.8102	1.3181
Si	4.1309	9.5497	1.5458
Si	6.8486	1.3259	1.3515
Si	9.5159	4.1353	1.4416
Si	6.7847	6.7415	1.3141
Si	9.5471	9.3065	1.4982
Si	0.1425	2.7462	2.6118
Si	2.6823	0.0341	2.727
Si	0.049	8.0641	2.8556
Si	2.679	5.3841	2.6889
Si	5.5513	2.7025	2.7894
Si	8.2185	-0.0462	2.7077
Si	5.5284	8.1411	2.7657
Si	8.1121	5.4262	2.7753
Si	1.37	4.0694	4.1079
Si	4.096	1.3604	4.0768
Si	1.3718	9.5307	4.1136
Si	4.086	6.7657	4.0379
Si	6.8374	4.0605	4.1694
Si	9.6184	1.364	3.9908
Si	6.86	9.5155	4.1171
Si	9.5086	6.7493	4.1437
Si	0.0042	0.0042	5.4366
Si	2.7533	2.7182	5.4503
Si	-0.0081	5.4005	5.4754
Si	2.7508	8.1535	5.429
Si	5.4465	-0.0087	5.4384
Si	8.2426	2.6886	5.4324
Si	5.4288	5.4302	5.4496
Si	8.1855	8.1567	5.4811
Si	1.3749	1.3541	6.7895
Si	4.0872	4.0824	6.8199
Si	1.3551	6.8059	6.7922
Si	4.0841	9.5247	6.8041
Si	6.8149	1.3639	6.7845
Si	9.5374	4.059	6.8378
Si	6.7892	6.8003	6.8014
Si	9.5284	9.5417	6.8096
Si	0.026	2.7076	8.1576
Si	2.6998	-0.012	8.1681
Si	-0.021	8.1628	8.1588
Si	2.7178	5.4435	8.1526
Si	5.4602	2.7356	8.1727
Si	8.147	-0.0007	8.1526
Si	5.4389	8.1708	8.1499
Si	8.1517	5.4455	8.1619
Si	1.3614	4.0842	9.5135
Si	4.0595	1.3758	9.5061
Si	1.3061	9.521	9.5316
Si	4.0666	6.8254	9.4918
Si	6.8091	4.1151	9.5519
Si	9.5115	1.3766	9.4781
Si	6.7898	9.5222	9.5126
Si	9.4839	6.8239	9.5352
Si	-0.0988	0.0041	10.8628
Si	2.7031	2.7337	10.8977
Si	-0.0268	5.4373	10.8424
Si	2.6683	8.1315	10.8521
Si	5.4145	-0.0022	10.8319
Si	8.2086	2.7412	10.8692
Si	5.4418	5.5258	10.8776
Si	8.1202	8.1888	10.9319
Si	1.2639	1.3434	12.1942
Si	4.0787	4.1731	12.1898
Si	1.2948	6.7742	12.2222
Si	4.0158	9.5204	12.1494
Si	6.809	1.3673	12.1367
Si	9.5795	4.0892	12.264
Si	6.7553	6.868	12.3399
Si	9.4146	9.6048	12.3002
Si	0.0201	2.6831	13.6786
Si	2.6308	-0.0296	13.4864
Si	-0.038	8.2279	13.5317
Si	2.6641	5.4179	13.6107
Si	5.5075	2.7994	13.4189
Si	7.9864	0.0585	13.7029
Si	5.3032	8.2729	13.6596
Si	8.1967	5.453	13.6028
Si	1.7906	3.6574	14.9619
Si	4.0424	1.4487	14.5681
Si	1.5292	9.3112	14.9061
Si	3.7098	7.0578	14.9165
Si	7.0368	3.8601	14.8667
Si	9.2166	1.613	14.962
Si	6.1445	10.064	15.001
Si	9.4984	6.923	14.8845
Si	29.4072	-11.3216	21.195
Si	-2.699	-1.0623	27.1263
Si	4.3801	15.7352	26.6308
Si	21.2322	13.6907	24.8109
Si	13.3214	0.7764	27.4259
Si	9.5306	5.733	20.9618
Si	-1.1528	14.4352	19.0023
Si	11.6489	19.9065	23.6873
Si	-13.5847	12.8474	29.0888
Si	0.7399	11.2038	20.0071
Si	5.2703	2.5969	21.6174
Si	13.547	-1.5507	29.0572
Si	4.2227	14.9879	29.5091
Si	0.2668	22.1195	17.0588
Si	10.0474	0.6034	22.5278
Si	4.7534	-0.4413	22.1901
Si	-9.6674	15.9389	29.2682
Si	9.586	7.6081	25.632
Si	-7.2222	18.6057	26.854
Si	13.1961	19.651	21.2033
Si	7.1253	23.7755	19.5492
Si	16.4267	-16.1152	17.0299
Si	19.906	19.1016	19.5638
Si	-4.7262	3.585	24.3787
Si	-6.2862	25.2658	18.9645
Si	-0.3192	0.3868	28.4369
Si	-9.9713	7.5509	27.6985
Si	-10.055	17.8841	19.5476
Si	-3.1695	1.8533	26.2663
Si	12.6239	36.1791	26.8098
Si	12.6716	-19.4573	18.4703
Si	11.0948	16.178	17.0896
Si	-3.46	-13.6074	16.9382
Si	-3.8897	20.8634	29.7375
Si	14.28	-0.8537	25.0081
Si	8.8345	16.1091	23.9009
O	0.3559	0.1811	-1.8199
O	-1.4943	-6.6688	-11.2856
O	11.1829	-6.1548	-1.1646
O	-7.6066	11.1903	-5.5863
O	-1.4202	6.7833	-0.5196
O	-3.0939	8.8491	-1.1295
O	16.1446	3.2005	-8.6166
O	-8.2818	13.2529	-4.1708
O	11.2815	3.0348	-12.7574
O	16.1923	4.4655	-6.3277
O	14.9631	30.4927	-6.0651
O	-11.692	26.0122	-7.5897
O	4.0563	6.8946	-0.2665
O	8.0392	13.8984	-1.4051
O	-2.4485	7.8419	15.7215
O	7.2646	0.4102	19.8475
O	2.6017	-2.7154	15.4199
O	3.778	9.3919	21.424
O	-0.3302	17.1426	15.9286
O	-0.2374	1.0262	21.0807
O	10.6136	-2.7306	19.2509
O	21.5701	18.9429	24.5343
O	18.3362	4.4129	23.8897
O	1.325	-0.984	20.6852
O	3.0418	13.4921	15.2649
O	11.6908	15.0936	27.9489
O	9.7658	4.6221	17.7731
O	33.5174	-7.974	25.6088
O	3.1555	3.1438	18.3049
O	1.2326	9.0149	28.3162
O	-12.1364	12.299	31.5967
O	8.2441	-2.2506	18.2321
O	1.213	15.0975	16.4111
O	15.4913	-15.3491	26.8587
O	-10.0551	9.9541	16.2468
O	-2.4375	0.4341	22.3041
O	10.8202	0.0057	18.6178
O	2.971	10.8992	28.7548
O	-8.0556	15.4413	26.2431
O	19.3404	8.6906	26.0162
O	31.3329	20.9845	27.9666
O	17.1538	-6.3608	16.1364
O	20.6054	12.6547	28.5728
O	-0.21	20.9864	23.0085
O	34.5127	20.6461	24.6166
O	8.1344	13.6552	15.4338
O	-13.1662	-1.6414	20.7386
O	-15.2504	-1.4674	16.4596
O	9.1457	13.3522	25.8289
O	17.8892	-1.4323	28.1891
O	1.6298	29.9871	22.5749
O	0.9967	17.501	28.9963
O	-6.2216	22.8604	21.637
O	1.4262	12.3746	17.1144
O	-4.6146	-11.8355	21.9241
O	15.2884	14.3891	20.5817
O	28.3428	17.753	17.3403
O	9.0503	16.8138	22.4737
O	8.5075	13.3828	18.8423
O	-0.5006	18.2	27.0031
O	3.7832	-2.4493	28.3043
O	21.983	17.0068	20.7611
O	6.6111	24.0291	25.1727
O	3.9331	2.6422	30.1713
O	-11.1503	9.9281	32.1336
O	-9.8405	6.1089	18.211
O	9.8372	0.9267	16.3219
O	-2.2691	17.6047	20.0464
O	-6.6127	6.3041	16.2545
O	2.023	1.24	19.6566
O	7.7764	0.2488	26.291
O	-5.0802	13.2934	18.6497
O	-6.1197	4.0553	27.9908
O	5.3313	4.924	30.3722
O	-12.9704	28.0952	25.0776
O	6.7974	13.5217	21.0254
O	2.5691	8.9595	30.6089
O	-14.0475	22.3067	29.7052
O	2.2477	-3.2872	20.0674
O	-5.8345	0.3746	15.3768
O	-16.2089	-11.4769	30.4509
O	0.8238	22.33	27.3063
O	-5.8387	4.9387	18.3928
O	2.1114	29.0415	26.6398
O	10.4083	12.5883	23.6424
O	-8.0972	4.8613	29.5724
O	15.1947	10.4711	23.7512
O	-3.5397	13.2718	27.7675

Results
free energy: -134623.675 eV
free energy less fixed offsets of O -570.45, Si -639.56 eV per atom: -2.155 eV

Forces (eV/angstrom), in the order of the atoms: element, x, y, z
Si	-0.0032	0.0104	0.0129
Si	-0.0059	-0.0004	0.0099
Si	0.0004	0.0035	0.0117
Si	0.0022	-0.0049	0.0132
Si	-0.0039	0.0033	0.0103
Si	-0.0007	0.0043	0.0169
Si	0.0024	0.003	0.0127
Si	-0.0039	-0.0042	0.0077
Si	-0.0018	0	0.0009
Si	0.0006	0.0016	-0.0027
Si	-0.0015	-0.0016	-0.0002
Si	-0.0018	-0.0012	-0.0025
Si	0.0008	0.0039	-0.0001
Si	0.0005	-0.0013	-0.005
Si	-0.0016	-0.0021	-0.0021
Si	-0.0083	-0.0003	0.012
Si	0.0038	0.0015	-0.0011
Si	-0.0004	-0.0005	0.0004
Si	-0.001	-0.0006	-0.0002
Si	-0.0028	-0.0004	-0.0004
Si	0.0003	-0.0008	0.0008
Si	-0.0024	-0.0039	-0.0029
Si	0.0012	0.001	-0.0001
Si	-0.0005	0	0
Si	-0.0003	-0.0017	0
Si	-0.0007	-0.0005	0.0013
Si	-0.0012	0.0013	-0.0002
Si	0.0015	0.0011	0.0015
Si	0.0004	0.0012	0
Si	0.0016	-0.001	0.0001
Si	-0.0009	-0.0003	0.0014
Si	-0.0004	-0.0012	0.0014
Si	0.0009	-0.0012	0.0005
Si	0	-0.0001	0.0006
Si	-0.0015	-0.0006	0.0009
Si	-0.0007	-0.0014	0.0006
Si	0.0001	-0.0013	0.0004
Si	-0.0003	0.001	0.0005
Si	-0.0004	-0.0001	0.0011
Si	0.0002	-0.0007	0.0004
Si	0.0005	0.0008	0.0009
Si	-0.0003	-0.0004	0.0001
Si	0.0006	-0.0005	0.0012
Si	0.0004	0.0006	0.0004
Si	-0.0007	-0.0008	0.001
Si	0.0011	0.0001	0.0006
Si	-0.0003	-0.0003	0.0014
Si	-0.0005	-0.0003	0.0009
Si	-0.0004	0.0003	0.0008
Si	-0.0009	-0.0012	0.0013
Si	0.0001	-0.0002	0.0004
Si	-0.0009	-0.0002	0.0014
Si	0.0008	0.0001	0.0013
Si	-0.0003	-0.0007	0.0011
Si	0.0001	-0.001	0.0008
Si	-0.0007	-0.0012	0.0006
Si	-0.0007	0.0007	0.0007
Si	0.0005	-0.0001	0.0007
Si	-0.0003	0.0003	0.0013
Si	-0.0003	-0.0003	0.0006
Si	-0.0014	-0.0004	0.0013
Si	-0.0006	-0.0003	0.0005
Si	-0.0001	0.0007	0.0003
Si	0.0007	-0.0002	0.0013
Si	-0.0003	-0.0008	0
Si	-0.0004	-0.0006	0.0011
Si	-0.0012	0	-0.0013
Si	-0.0003	0.0001	0.0003
Si	-0.0012	-0.0006	-0.0005
Si	0.0008	0.0009	0.0002
Si	0.0019	0.0003	0.0002
Si	-0.0006	-0.0011	0.0001
Si	0.0007	0.0004	0.0016
Si	-0.0008	-0.0006	0.0024
Si	0.0006	-0.0011	0.0008
Si	-0.0003	0.0004	0.0009
Si	-0.0002	-0.0012	0.0007
Si	-0.0011	-0.0002	0.0014
Si	-0.0017	-0.0001	0.0016
Si	-0.0007	0.0004	0.0015
Si	-0.001	-0.0003	-0.0019
Si	0.0009	0	-0.0028
Si	0.0007	0.0011	-0.0046
Si	-0.0011	0.0003	-0.0041
Si	-0.0002	-0.0003	-0.0021
Si	-0.0023	0.0005	-0.0032
Si	-0.0014	0.0002	-0.0041
Si	-0.0015	-0.0021	-0.0036
Si	-0.0035	0.006	0.0359
Si	0.0017	-0.0006	0.0144
Si	-0.0057	0.0035	0.0325
Si	0.0017	-0.0035	0.0296
Si	-0.0053	0.0032	0.0258
Si	0.003	-0.0041	0.0266
Si	-0.0015	-0.0026	0.0291
Si	0.003	0.0016	0.0297
Si	0.0004	-0.003	-0.0162
Si	-0.0053	0.0069	-0.0167
Si	0.0055	-0.0005	-0.0139
Si	-0.0132	0.0074	-0.0327
Si	0.0012	-0.0021	-0.0099
Si	0.0028	-0.0001	-0.0198
Si	0.0001	0.0037	0.0057
Si	0.002	0.004	-0.0286
Si	0.0051	0.0065	0.0024
Si	-0.0014	0.0086	-0.0034
Si	0.0014	0.0027	-0.0238
Si	0.0009	-0.0014	-0.0001
Si	0.0003	-0.0079	0.0114
Si	0.0051	0.0049	0.0348
Si	-0.0056	0.0001	-0.0256
Si	0.0056	-0.0019	-0.0246
Si	-0.0009	-0.0008	0.0083
Si	-0.0015	-0.007	-0.0266
Si	0.0034	0.0014	-0.0144
Si	-0.0022	0.0005	-0.0177
Si	-0.0009	-0.0009	-0.0033
Si	-0.0022	0.002	0.0371
Si	0.0012	0.0013	0.005
Si	0.0021	0.0018	-0.0346
Si	-0.0001	0.0007	0.0062
Si	0.0006	0.0041	-0.0023
Si	-0.0032	-0.001	-0.0135
Si	-0.0029	0.0003	0.0047
Si	0.0183	-0.0034	-0.0199
Si	-0.0033	-0.0021	-0.0149
Si	-0.0053	-0.0048	0.0129
Si	-0.0051	0.0034	0.0367
Si	0.0041	-0.0031	0.0338
Si	-0.0032	-0.0062	0.0054
Si	-0.0027	-0.0045	-0.0308
Si	0.0074	0.0008	-0.0287
O	0.0029	-0.0019	-0.0142
O	-0.0026	0.0028	0.0015
O	0.0037	-0.0042	-0.0142
O	-0.0002	0.0025	0.0119
O	-0.0002	-0.0007	-0.0103
O	-0.0011	0.0079	-0.0104
O	0.0036	0.0027	0.0167
O	0.0008	-0.002	0.0007
O	0.0032	0.0011	-0.0051
O	-0.0076	0.0046	0.0138
O	-0.0014	-0.0039	0.0117
O	-0.0035	-0.0199	0.0291
O	0.0009	-0.0005	-0.0025
O	-0.0001	0.0019	-0.0141
O	0.0151	-0.009	-0.0263
O	0.0001	0.0012	0.0036
O	0.0003	0.0003	-0.0134
O	0.001	0.0027	0.0072
O	-0.0127	0.0123	-0.0293
O	0.0004	-0.0027	0.0082
O	0.0001	0.0001	-0.0046
O	-0.0077	-0.0033	0.0151
O	0.0007	-0.0008	0.0054
O	0.003	-0.0048	0.0063
O	0.0001	0.0012	-0.0122
O	-0.0005	0.0018	-0.0007
O	0.0034	0.0032	-0.0086
O	0.0114	-0.0036	0.0109
O	0.0013	0.0023	-0.0053
O	0.001	0.0007	-0.0011
O	0.0097	-0.0058	-0.0065
O	-0.0057	0.0005	-0.01
O	0.0111	-0.0093	-0.0382
O	-0.0016	-0.0041	0.003
O	0.0079	-0.0144	-0.0306
O	0.0046	0.004	0.0129
O	-0.0012	0.0013	-0.02
O	0.0014	-0.0038	0.0019
O	-0.0002	-0.0031	0.0043
O	0.0006	0.0065	0.0104
O	-0.0034	0.0004	0.0014
O	0.012	-0.0182	-0.0312
O	-0.0007	-0.0033	-0.0036
O	0.0068	-0.0065	0.0115
O	0.008	0.0023	0.0108
O	-0.0002	-0.0003	-0.0108
O	-0.0003	0.0026	0.0018
O	-0.0071	0.012	-0.0301
O	-0.014	-0.0182	0.009
O	0.0036	0.0016	-0.0017
O	-0.004	0.0051	0.0164
O	-0.0023	-0.0022	-0.0009
O	0.0001	-0.0034	0.0065
O	-0.0054	-0.0022	-0.0092
O	-0.0057	0.0029	0.0063
O	0.0037	0.0008	0
O	-0.002	0.0002	-0.0129
O	0.0002	-0.0088	0.0269
O	-0.0029	0.0002	0.002
O	0.0041	0.0001	0.008
O	0.0014	-0.0036	0.0029
O	0.0023	-0.001	0.0017
O	0.009	-0.0017	0.0158
O	0.0043	0.0074	-0.0156
O	0.0076	-0.0029	-0.0071
O	-0.0043	-0.0049	-0.0134
O	-0.0128	0.0093	-0.0295
O	-0.0069	0.0003	-0.0026
O	-0.0136	0.0094	-0.0317
O	0.0004	-0.0003	-0.0011
O	0.0044	0.0116	0.0138
O	0.0005	0.0027	-0.0018
O	0.0005	-0.0013	0.0015
O	0	-0.0048	-0.0145
O	0.0027	0.0089	0.0123
O	-0.001	0.0007	0.0095
O	-0.002	0.0054	-0.0086
O	-0.0021	-0.0029	-0.0002
O	-0.0005	0.0046	0.0014
O	-0.0005	0.0008	-0.0142
O	0.0101	-0.0052	-0.016
O	0.0003	-0.0031	0.0045
O	0.0026	0.0056	-0.0105
O	0.0009	0	0.0076
O	-0.0031	0.0086	0.0139
O	-0.0028	0.0023	-0.0036
O	-0.004	-0.0015	0.0199
O	-0.0011	0.0028	-0.0038

The program warned: the cutoff lies below the one the program advises for these potential files; the forces do not sum to zero within the program's tolerance; empty levels may hold ghost states of the PAW files; the exchange-correlation potential is rough where the density is thin.
